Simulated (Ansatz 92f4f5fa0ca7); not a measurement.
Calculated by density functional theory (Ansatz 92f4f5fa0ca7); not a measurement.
Periodic cell of 264 atoms, Si154O98B12, from a study of silicon, its oxide and their interface. The atomic structure is a simulated model.
Doubt: the cutoff is far below the 930 eV that the study's wrapper takes by default for these files, so forces and energies are approximate.
This geometry differs little from another in the collection (a relaxation step or a small displacement).

Settings
functional: PBE
potential files: Ansatz PAW
basis: plane waves
wave-function cutoff: 580 eV
density cutoff ratio: 5
exchange-correlation grid ratio: 1
k mesh: 1 x 1 x 1, Gamma-centred
self-consistency stop: 5e-08 eV per atom in the density residual
occupations: fixed
spin: none
net charge: 0

Cell vectors (angstrom)
a	11.6015	0	0
b	0	13.3963	0
c	0	0	30.9043

Atoms and the computed forces on them: element, x, y, z (angstrom), force x, y, z (eV/angstrom)
Si	11.5957	0.0999	24.0524	-0.0105	0.0001	0.0037
B	3.8706	0.0234	24.8047	0.0024	-0.0009	-0.0072
B	7.5442	0.0528	24.7696	-0.0069	-0.0023	-0.0006
B	2.0405	3.3205	24.7672	-0.0033	0.0093	-0.0009
B	5.6901	3.2009	24.8091	-0.0072	-0.0021	-0.0021
Si	9.7398	3.36	24.2557	-0.0021	0.0055	0.0022
Si	11.3814	6.8232	24.237	-0.0041	-0.003	0.0045
Si	3.823	6.7658	24.3548	0.0059	0.0061	0.0059
Si	7.6068	6.6114	24.5001	-0.0119	0.004	0.0006
B	2.0345	10.1782	24.7816	0.0068	-0.0038	-0.0003
B	5.6931	10.2279	24.8269	-0.0011	0.0048	0
Si	9.5925	10.1873	24.1103	0.0028	-0.002	0.003
Si	11.8172	2.3247	24.9701	0.0002	-0.0039	0.0046
Si	3.8494	2.1797	24.9304	0.0119	-0.0067	-0.0063
Si	7.5276	2.1383	24.861	-0.0005	0.0013	-0.0036
Si	1.8543	5.4249	24.8042	-0.0018	-0.0055	0.001
Si	5.6707	5.2989	25.0157	0.0004	0.0007	-0.0002
Si	9.607	5.5995	25.2484	0.0107	-0.0018	0.0003
Si	11.7665	9.1622	24.9079	0.0008	0.0016	0.0047
Si	3.8647	9.1966	25.0136	-0.0091	0.0012	-0.0048
Si	7.4764	9.077	24.9108	0.0034	-0.0021	0.0018
Si	2.0791	12.2667	24.8277	-0.0018	0.001	-0.0029
Si	5.723	12.3614	24.9389	0	0.0009	-0.012
Si	9.4303	12.4972	24.8623	0.0113	0.0038	0.0002
Si	11.6254	2.2039	27.3493	-0.0017	0.0006	0.0051
Si	3.871	2.2238	27.37	-0.0013	0.0017	0.0174
Si	7.7271	2.2114	27.3034	-0.0004	-0.0018	0.0141
Si	1.9026	5.5666	27.2594	0.0022	-0.0009	0.0074
Si	5.7749	5.556	27.3796	-0.0003	-0.0007	0.0091
Si	9.6831	5.5446	27.5361	-0.0012	-0.0002	0.0075
Si	11.6076	8.9531	27.3051	0.0014	-0.0001	0.0032
Si	3.8611	8.9557	27.4007	0.0022	-0.0004	0.012
Si	7.7208	8.9448	27.306	-0.0021	0.0028	0.0054
Si	1.9315	12.2696	27.2844	0.0024	0.001	0.0131
Si	5.7915	12.2703	27.3758	0.0011	0.0014	0.0189
Si	9.6518	12.2872	27.2733	-0.0034	-0.0007	0.0055
Si	1.9432	1.0906	28.1403	0.0007	-0.0012	0.0024
Si	5.8072	1.1116	28.1438	0.002	-0.0002	0.0075
Si	9.6653	1.1012	28.1171	0.0006	-0.0023	0.0036
Si	11.6393	4.4288	28.1694	-0.0013	0.0011	0.0018
Si	3.8319	4.4671	28.1377	-0.0006	0.0004	0.0026
Si	7.7084	4.4323	28.1627	-0.001	0.0034	0.001
Si	1.9188	7.8042	28.1132	-0.0022	0.0007	0.0031
Si	5.8038	7.8156	28.1292	0.0005	0.0009	0.0023
Si	9.6675	7.8352	28.1271	-0.0002	-0.0016	0.0032
Si	11.5923	11.1752	28.1124	-0.0018	-0.0016	0.008
Si	3.8486	11.178	28.1565	-0.0044	-0.0002	0.0083
Si	7.7418	11.1615	28.1323	0.0037	-0.0017	0.0081
Si	1.9336	1.1164	30.5093	0.0528	-0.1175	0.037
Si	5.8008	1.1164	30.5093	-0.0066	-0.0175	0.0378
Si	9.6679	1.1164	30.5093	-0.0156	0.0003	-0.1211
Si	0	4.4654	30.5093	0.1868	-0.1283	0.2183
Si	3.8672	4.4654	30.5093	-0.1409	-0.0557	0.049
Si	7.7343	4.4654	30.5093	-0.1115	-0.199	0.1695
Si	1.9336	7.8145	30.5093	-0.0257	-0.0969	-0.1851
Si	5.8008	7.8145	30.5093	0	-0.041	-0.063
Si	9.6679	7.8145	30.5093	-0.0031	0.1479	-0.0548
Si	0	11.1635	30.5093	-0.0474	0.0622	-0.2373
Si	3.8672	11.1635	30.5093	-0.0392	0.0766	0.1441
Si	7.7343	11.1635	30.5093	0.0129	0.0308	-0.0282
Si	0	0	0.3944	0.0213	-0.0517	-0.0884
Si	3.8672	0	0.3944	0.0072	0.0593	0.1292
Si	7.7343	0	0.3944	-0.023	-0.0128	-0.006
Si	1.9336	3.3491	0.3944	-0.0647	0.1063	0.1135
Si	5.8008	3.3491	0.3944	0.0882	-0.0074	0.0477
Si	9.6679	3.3491	0.3944	-0.0189	0.029	0.0331
Si	0	6.6981	0.3944	0.0291	0.041	0.0273
Si	3.8672	6.6981	0.3944	0.0186	0.0661	-0.0925
Si	7.7343	6.6981	0.3944	0.0035	0.0358	0.0431
Si	1.9336	10.0472	0.3944	-0.0046	-0.0028	-0.2475
Si	5.8008	10.0472	0.3944	-0.0007	0.013	-0.0943
Si	9.6679	10.0472	0.3944	0.1124	0.0403	-0.0873
Si	11.6123	-0.0004	2.7545	0.0018	0.0028	-0.0053
Si	3.8765	0.0119	2.7786	0.0001	0.0041	-0.0013
Si	7.7341	0.0087	2.7647	-0.0026	0.0024	-0.0048
Si	1.9348	3.3507	2.769	0.0005	-0.0015	-0.0034
Si	5.8042	3.3406	2.7685	0	-0.001	-0.0041
Si	9.6733	3.341	2.7708	0.0003	0.0007	-0.0036
Si	11.607	6.703	2.7749	0.0007	-0.0029	-0.0014
Si	3.8821	6.6995	2.7546	0.0011	-0.0008	-0.0059
Si	7.7592	6.6973	2.7809	-0.0008	-0.0017	0.0005
Si	1.9485	10.0397	2.7407	-0.0009	0.0001	-0.0112
Si	5.8274	10.0599	2.7578	0.0009	0.0002	-0.006
Si	9.7052	10.0701	2.7507	-0.0005	0.0004	-0.0033
Si	11.6038	2.2161	3.5522	0.0011	-0.0024	-0.0047
Si	3.8629	2.2562	3.575	0.0003	0.001	-0.0024
Si	7.7447	2.2242	3.5838	-0.0007	-0.0007	-0.0044
Si	1.9532	5.5968	3.5481	-0.0017	0.0009	-0.0016
Si	5.8074	5.5745	3.5404	-0.0004	-0.0003	-0.0045
Si	9.6883	5.5721	3.5912	0.001	-0.0008	-0.0011
Si	11.6274	8.9437	3.5654	-0.0002	0.0015	-0.007
Si	3.8832	8.9423	3.5279	0.0008	-0.0016	-0.0045
Si	7.7838	8.9574	3.5253	-0.0002	0.0022	-0.0055
Si	1.9443	12.2598	3.5246	-0.0034	0.0001	-0.0083
Si	5.8074	12.2799	3.5679	0.0039	-0.0004	-0.0067
Si	9.6733	12.2994	3.5418	0.0011	-0.0023	-0.0111
Si	11.4514	2.0276	5.9297	-0.0001	0.0074	0.0006
Si	3.8265	2.4518	5.9591	-0.0007	-0.0033	-0.002
Si	7.9056	1.9996	5.9822	-0.0056	0.0006	0.0003
Si	2.0745	5.7198	5.9653	-0.0035	-0.0067	-0.0002
Si	5.6742	5.4814	5.9278	0.008	-0.0046	0.0007
Si	9.6819	5.5964	5.9731	-0.0022	0.0056	-0.0008
Si	11.7957	9.0054	5.9942	-0.006	-0.0096	0.0101
Si	3.7354	8.9814	5.9475	0.0067	-0.009	0.009
Si	7.7953	9.1491	5.8992	0.0004	-0.0114	0.0031
Si	1.9772	12.0522	5.9236	0.0064	0.0142	0.0068
Si	5.7629	12.0716	5.9784	0.0008	0.0045	0.0004
Si	9.7053	12.2078	5.9732	-0.0007	0.0026	0.0073
Si	1.919	1	6.6303	0.0074	-0.0064	0.0002
Si	5.7608	1.0688	6.6741	-0.0022	0.0004	0
B	9.6944	0.9215	6.0993	0	-0.0081	0.0008
Si	11.6749	4.3912	6.6617	0.0064	0.0004	0.003
B	3.8314	4.5702	6.0988	-0.007	0.0062	0.0015
Si	7.7287	4.3584	6.6852	0.0013	0.0027	-0.0022
B	1.9772	7.8742	6.0904	0.004	0.0066	-0.0057
Si	5.8239	7.8695	6.5212	-0.0104	0.0099	-0.0056
Si	9.7512	7.8886	6.7348	0.0026	-0.0021	-0.0042
B	11.6725	11.1092	6.0876	-0.0013	-0.0013	-0.0004
B	3.8465	11.0459	6.0762	-0.0062	-0.0062	0.0021
B	7.7486	11.2105	6.0906	-0.0001	0.0063	0.0032
O	5.6687	1.1307	8.3533	-0.0003	0.0001	0.0027
O	7.7653	4.4763	8.3638	-0.0023	0.0005	0.0052
O	9.7597	7.7429	8.4066	-0.0012	0.0012	0.0021
O	6.0794	7.9723	8.1573	-0.001	0.0006	0.001
O	1.9068	0.8404	8.2977	-0.0017	0.0007	-0.0019
O	0.1725	4.2701	8.3211	-0.0008	-0.0009	0.0059
O	3.8989	7.0169	22.7035	0.0009	-0.0025	0
O	9.6279	10.1218	22.4342	-0.0004	-0.0001	-0.0019
O	10.644	7.0134	22.6988	-0.0024	0.0006	0.0011
O	8.0051	6.2412	22.9153	0.0041	0.003	0.0041
O	11.487	13.6465	22.3657	0.0031	-0.0025	-0.0053
O	10.1153	3.3799	22.6093	0.0008	-0.0005	-0.0044
Si	5.7302	12.251	13.3223	-0.0007	-0.0004	0.0011
Si	7.7715	6.7457	15.6633	0.0009	0	0.0008
Si	7.2215	7.3936	20.0408	-0.0003	0.0003	0.0017
Si	8.3151	1.9893	14.6754	-0.0006	0.0007	0.002
Si	9.4457	4.8281	11.3392	0.0013	-0.0002	-0.0027
Si	0.3429	3.958	9.9007	-0.001	0.0014	-0.0078
Si	9.2484	6.6073	21.9287	0.0028	-0.0024	-0.0008
Si	9.4104	7.7836	9.9969	0.0016	-0.0007	-0.0041
Si	6.5923	5.093	18.0585	-0.0002	0.0007	0.0026
Si	4.0236	11.3584	15.5381	-0.0003	0.0001	0.0028
Si	2.7961	3.6952	16.0208	-0.0003	-0.0001	0.0023
Si	3.0644	8.2714	18.9671	0.0008	-0.0004	0.0017
Si	0.8961	12.4684	11.9368	0.0012	0.0021	-0.002
Si	5.2715	1.9144	9.7221	0.0001	0.0005	-0.0055
Si	0.2385	8.2989	19.2686	-0.0007	0.0006	0.0009
Si	10.6679	13.3115	14.3392	0.0011	0.0002	0.001
Si	11.3623	9.1931	16.2922	0	-0.0001	0.0023
Si	3.3498	10.7013	12.845	-0.0011	-0.0006	0.0002
Si	9.6275	4.6689	14.5617	0.0002	0.0008	-0.0001
Si	5.2997	6.766	14.1914	0.0001	0.0003	-0.0032
Si	0.845	7.8235	13.9028	0	0	-0.0007
Si	1.9767	5.839	11.7788	0.0026	-0.0008	-0.0035
Si	8.3994	9.7048	16.2063	-0.0008	0.0002	0.0028
Si	1.2007	11.9889	16.2906	-0.0003	0.0007	0.0027
Si	11.5015	3.5832	16.8716	-0.0005	0	0.0033
Si	3.9692	4.467	19.5509	0	0.0006	0.0017
Si	7.4257	10.2803	18.9852	0.0007	0.0003	0.0022
Si	6.0627	1.6765	12.505	-0.0012	0.0014	-0.0015
Si	4.2232	1.958	18.1969	-0.0006	-0.0002	0.0016
Si	7.1745	1.9445	17.5802	0.0004	0.0003	0.0025
Si	2.098	1.2797	9.8478	-0.0013	0.001	-0.0034
Si	8.5284	11.0968	13.6223	0.0007	-0.0012	0.0013
Si	0.806	5.1465	19.3795	-0.0013	-0.0005	0.0015
Si	9.9931	10.3521	20.8604	-0.0009	0.0015	0.0042
Si	3.0513	6.9451	16.0181	-0.0008	0.0002	0.0028
Si	10.2942	3.9453	21.0946	-0.0014	-0.001	0.0033
Si	4.0063	8.0969	11.6072	-0.0018	-0.0015	-0.0015
Si	4.5938	10.8455	18.6129	-0.0003	0.0002	0.002
Si	9.8593	1.7971	18.9323	0.0009	0.0002	0.0034
Si	11.5484	13.1486	20.8032	-0.0005	0.002	0.0062
Si	4.4498	6.6462	21.2409	-0.0005	0.0009	0
Si	6.8873	4.5546	9.741	0.0011	-0.0004	-0.0053
Si	4.0531	4.0161	13.3355	-0.0001	0.002	0.0011
Si	6.3547	7.641	9.7071	0.0045	-0.0024	-0.0018
Si	10.8873	9.8227	11.9138	-0.0002	-0.0015	-0.0017
Si	2.3264	12.923	18.9465	-0.0006	0	0.0021
O	5.7116	1.3055	17.9727	-0.0003	0.0002	0.0015
O	4.6071	7.1923	15.6074	-0.0001	-0.0007	0
O	7.0653	8.6945	19.0899	-0.0002	0.0012	0.0014
O	4.2794	9.3171	19.0338	-0.0009	-0.0006	0.0011
O	9.5177	12.1783	14.2981	-0.0008	-0.0005	0.0006
O	8.618	10.6774	20.0214	-0.0017	-0.0004	0.0006
O	0.977	6.4947	12.9312	-0.0004	0.0012	0.0028
O	2.7111	12.3287	15.7353	-0.0001	0.0001	0.0007
O	9.8271	4.8204	12.9406	-0.0004	0	0.0056
O	3.0966	9.4227	11.882	0.0009	-0.0015	0.0019
O	2.8175	7.6038	17.491	-0.0005	-0.0001	0.0012
O	2.3977	4.795	19.207	-0.0002	0.0001	0.0018
O	1.691	9.0341	19.4032	-0.0005	0	0.002
O	6.2714	1.3891	10.9095	0.0012	-0.0007	0.0054
O	9.4566	10.1799	12.644	-0.0015	0.001	0.0025
O	1.2075	2.6066	10.1683	-0.0001	-0.0003	0.0028
O	5.614	3.5256	9.6193	-0.0008	-0.0008	0.0027
O	3.5133	11.8556	19.2748	0.0001	0	0.0013
O	6.2328	6.0329	9.9595	-0.0007	-0.0013	0.0031
O	2.1412	11.7844	12.7405	0.0005	-0.0005	0.0014
O	9.1791	6.0911	15.1997	-0.0021	0.0004	0.001
O	0.9069	10.3685	16.1231	-0.0002	0.0001	0.0013
O	7.8075	10.5798	17.4312	0.0003	-0.0003	0.0009
O	7.4591	1.5625	16.0045	-0.0001	0.0001	0.0007
O	2.9368	4.6397	12.3282	-0.0002	0.0028	0.0015
O	10.6466	2.3751	17.5955	0.0004	0.0013	0.0002
O	6.0727	11.1786	19.2277	-0.0001	-0.0001	0.001
O	7.9142	4.2973	11.0125	-0.0002	-0.0003	0.0035
O	2.9448	6.9707	11.109	-0.0009	-0.0016	0.0057
O	6.8923	5.7618	16.6115	0.0008	0.0007	0.0012
O	1.0774	5.2432	10.5794	0.0021	0.0005	0.0063
O	4.9883	5.1361	18.4287	0.0002	0.0003	0.001
O	3.9253	2.9902	16.9638	-0.0002	0	0.0009
O	5.1624	8.3995	10.5156	-0.006	0.003	0.0069
O	4.4957	10.8147	16.9845	-0.0004	0.0003	0.0008
O	10.4438	8.8591	10.673	0.0009	0.0021	0.0054
O	8.3901	1.2604	18.4439	-0.0016	0.0006	0.0006
O	3.0613	0.8388	18.3187	0.0005	0.0009	0.0015
O	8.4426	3.5983	14.8116	-0.0006	-0.0002	0.0008
O	7.8143	10.1704	14.7622	0.0004	0.0004	0.0014
O	5.0829	2.9712	12.6417	-0.0006	0.0004	0.002
O	5.3654	12.0354	14.9064	-0.0003	0.0003	0.001
O	0.4505	6.7207	19.67	0.0001	0.0008	0.002
O	7.4955	1.7426	13.2841	0.0005	-0.0005	0.0021
O	0.0926	12.9428	15.5615	0	-0.0001	0.001
O	5.0017	5.1932	13.9252	-0.0008	0.0037	0.0008
O	5.9293	7.2796	21.0327	-0.0008	0.0001	0.0026
O	1.5183	13.2306	20.329	-0.0001	-0.0004	0.0007
O	11.3686	8.033	15.1231	0	0.0004	0.0014
O	10.7959	9.067	20.2396	0.0009	-0.0011	0.0007
O	10.4754	3.7978	10.5973	0.0001	0.0011	0.0019
O	9.5848	2.9649	20.0227	-0.0002	-0.0002	0.001
O	0.0441	4.7823	17.9758	-0.0007	-0.0002	0.0001
O	3.529	10.2523	14.4211	0	0.0002	0.0013
O	7.8262	8.1994	10.1754	0.0004	0.0015	0.0042
O	7.3629	6.0088	19.1759	-0.0007	-0.0009	0.0008
O	2.7088	5.3383	16.1009	-0.0002	0.0004	0.0008
O	7.2791	11.8966	12.923	0.0003	-0.0001	0.0011
O	9.6333	6.3358	10.727	-0.0001	0.0001	0.0027
O	8.5726	7.7008	20.9153	-0.0019	0.0007	0.001
O	3.2059	3.2672	14.5056	0.0002	0.0003	0.001
O	4.7704	11.347	12.363	0.0004	0.0002	0.0016
O	6.8961	7.0224	14.3124	-0.0033	-0.0011	0.002
O	5.2892	0.3945	13.1	-0.0007	-0.0009	0.0011
O	7.1364	3.5504	17.9514	-0.0002	0	0.0015
O	2.2203	7.6985	14.8113	-0.0013	0.0004	0.0014
O	3.4159	7.1772	20.1042	-0.0004	0.0018	0.0014
O	9.9851	10.0212	16.1829	-0.0004	0.0003	0.001
O	4.2018	2.8512	19.5716	-0.0001	0.0001	0.0017
O	3.6904	1.634	10.0991	0.0006	0.0004	0.003
O	0.3928	9.0606	12.8861	-0.0002	-0.0007	0.002
O	10.6825	0.6393	19.7294	-0.0003	0.0005	0.0008
O	-0.0467	13.3562	12.9548	-0.0004	0.0002	0.0015
O	9.8184	1.3061	14.5791	-0.0005	0.0001	0.0005
O	9.5183	5.3498	20.955	0.0007	-0.0001	0.0024
O	4.4178	5.0158	21.0283	-0.0001	0.0001	0.0016
O	8.0973	8.1284	16.4404	0.0005	-0.0001	-0.0004
O	1.3765	3.0291	16.4587	-0.0005	0	0.0009
O	11.3798	8.4052	17.7113	-0.0003	0.0011	0.001
O	4.7456	7.662	12.9757	0.0014	-0.0054	0.0055
O	-0.0166	11.2136	11.3595	-0.0006	0.0005	0.0028
O	1.2219	12.348	17.8851	-0.0004	0.0001	0.0002
O	1.5237	0.0511	10.7847	-0.0019	-0.0033	0.0054
O	0.2554	4.219	20.6304	0.0003	0.0006	0.002
O	10.9968	11.6243	20.7225	-0.0004	0.0001	0.0022
O	10.9022	4.1588	15.4557	-0.0014	0.0008	0.0005

Results
free energy: -155489.186 eV
free energy less fixed offsets of B -154.04, O -568.88, Si -635.61 eV per atom: -6.526 eV

The program warned: the cutoff lies below the one the program advises for these potential files; the exchange-correlation potential is rough where the density is thin.
